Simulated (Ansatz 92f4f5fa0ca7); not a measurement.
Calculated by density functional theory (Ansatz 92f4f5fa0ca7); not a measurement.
Periodic cell of 215 atoms, Si133O82, from a study of silicon, its oxide and their interface. The atomic structure is a simulated model.
Doubt: the cutoff is low for norm-conserving oxygen, so forces and energies are approximate.
Doubt: the program's own warning below bears on the result.

Settings: functional HSE06; potential files SPMS norm-conserving; basis plane waves; wave-function cutoff 800 eV; density cutoff ratio 4; exchange-correlation grid ratio 1; k mesh 1 x 1 x 1, Gamma-centred; occupations fixed; spin none; net charge 0.

Cell vectors (angstrom)
a, 10.938, 0, 0
b, 0, 10.938, 0
c, 0, 0, 31.1776

Atoms: element, x, y, z (angstrom)
Si, 0.4608, 10.381, 23.9145
Si, 4.9719, 0.5173, 23.5136
Si, 3.0751, 2.2272, 23.6557
Si, 7.8873, 3.1998, 23.6054
Si, 10.4542, 5.9387, 24.1094
Si, 6.0334, 4.91, 23.7399
Si, 2.3692, 8.7376, 23.8771
Si, 8.7007, 7.56, 23.8037
Si, 1.4237, 1.2742, 25.0579
Si, 6.8053, 1.4169, 24.8226
Si, 4.1598, 3.984, 24.9162
Si, 9.4977, 4.0844, 25.1252
Si, 1.3993, 6.9124, 25.0939
Si, 6.8672, 6.7326, 25.02
Si, 4.1287, 9.7269, 25.0217
Si, 9.5887, 9.4276, 25.0488
Si, 2.7648, 0.0069, 26.4807
Si, 8.1806, -0.0017, 26.2791
Si, 0.0198, 2.6998, 26.3669
Si, 5.4953, 2.6941, 26.376
Si, 2.7893, 5.4291, 26.3227
Si, 8.1824, 5.4564, 26.4861
Si, 0.0124, 8.1871, 26.4911
Si, 5.4765, 8.2101, 26.3185
Si, 4.1018, 1.3673, 27.7593
Si, 9.5708, 1.3673, 27.7593
Si, 1.3673, 4.1018, 27.7593
Si, 6.8362, 4.1018, 27.7593
Si, 4.1018, 6.8362, 27.7593
Si, 9.5708, 6.8362, 27.7593
Si, 1.3673, 9.5708, 27.7593
Si, 6.8362, 9.5708, 27.7593
Si, 0, 0, 29.1266
Si, 5.469, 0, 29.1266
Si, 2.7345, 2.7345, 29.1266
Si, 8.2035, 2.7345, 29.1266
Si, 0, 5.469, 29.1266
Si, 5.469, 5.469, 29.1266
Si, 2.7345, 8.2035, 29.1266
Si, 8.2035, 8.2035, 29.1266
Si, 1.3673, 1.3673, 30.4938
Si, 6.8362, 1.3673, 30.4938
Si, 4.1018, 4.1018, 30.4938
Si, 9.5708, 4.1018, 30.4938
Si, 1.3673, 6.8362, 30.4938
Si, 6.8362, 6.8362, 30.4938
Si, 4.1018, 9.5708, 30.4938
Si, 9.5708, 9.5708, 30.4938
Si, 2.7345, 0, 0.6835
Si, 8.2035, 0, 0.6835
Si, 0, 2.7345, 0.6835
Si, 5.469, 2.7345, 0.6835
Si, 2.7345, 5.469, 0.6835
Si, 8.2035, 5.469, 0.6835
Si, 0, 8.2035, 0.6835
Si, 5.469, 8.2035, 0.6835
Si, 4.1018, 1.3673, 2.0507
Si, 9.5708, 1.3673, 2.0507
Si, 1.3673, 4.1018, 2.0507
Si, 6.8362, 4.1018, 2.0507
Si, 4.1018, 6.8362, 2.0507
Si, 9.5708, 6.8362, 2.0507
Si, 1.3673, 9.5708, 2.0507
Si, 6.8362, 9.5708, 2.0507
Si, 0, 0, 3.418
Si, 5.469, 0, 3.418
Si, 2.7345, 2.7345, 3.418
Si, 8.2035, 2.7345, 3.418
Si, 0, 5.469, 3.418
Si, 5.469, 5.469, 3.418
Si, 2.7345, 8.2035, 3.418
Si, 8.2035, 8.2035, 3.418
Si, 1.3534, 1.3868, 4.7366
Si, 6.7925, 1.3856, 4.9041
Si, 4.1257, 4.1067, 4.7354
Si, 9.5302, 4.1186, 4.8308
Si, 1.3718, 6.8526, 4.7955
Si, 6.7959, 6.8794, 4.7201
Si, 4.1031, 9.6092, 4.9019
Si, 9.5248, 9.5918, 4.6821
Si, 2.6516, 0.1063, 6.2362
Si, 8.2014, -0.1075, 6.1783
Si, 0.0247, 2.7363, 6.1412
Si, 5.3895, 2.8553, 6.2994
Si, 2.8156, 5.4845, 6.0906
Si, 8.0682, 5.5191, 6.1159
Si, -0.0587, 8.2767, 6.0297
Si, 5.5761, 8.2121, 6.2402
Si, 3.5046, 1.9679, 7.4854
Si, 9.996, 0.8967, 7.2808
Si, 1.7753, 3.8132, 7.3611
Si, 6.2986, 4.7497, 7.5422
Si, 4.5038, 6.4881, 7.4305
Si, 9.2345, 7.1725, 7.2812
Si, 0.745, 10.0827, 7.3118
Si, 7.4671, 8.9811, 7.582
O, 6.8345, 4.5789, 9.1056
O, 7.1807, 9.3326, 9.1755
O, 10.0344, 6.355, 8.4843
O, 0.7993, 9.5737, 8.8635
O, 3.8917, 1.4866, 9.0122
O, 1.2339, 4.6696, 8.6933
O, 9.4869, 1.211, 8.8204
O, 3.9094, 7.092, 8.8557
O, 8.4012, 7.5294, 22.1608
O, 8.5106, 2.8551, 22.0903
O, 5.6102, 5.4549, 22.2468
O, 2.2241, 2.6356, 22.2732
O, 10.6775, 10.8636, 22.5203
O, -0.1314, 5.3913, 22.6034
O, 3.2249, 8.4305, 22.481
O, 5.4331, 0.0939, 21.9502
Si, 10.7128, 5.105, 9.2556
Si, 0.898, 9.1838, 10.4159
Si, 3.7937, 7.7483, 10.3277
Si, 3.1457, 8.1802, 16.7952
Si, 0.1399, 8.4938, 16.9357
Si, 2.2654, 3.4646, 20.8758
Si, 10.6191, 8.1597, 13.9822
Si, 8.9103, 2.3645, 20.5819
Si, 3.6412, 1.0279, 13.1819
Si, 4.7558, 1.5034, 10.3731
Si, 6.8428, 3.7479, 10.5098
Si, 10.0975, 6.8093, 11.5771
Si, 0.4202, 5.9096, 21.1897
Si, 8.4012, 5.5119, 15.7178
Si, 4.8227, 5.298, 20.856
Si, 4.3828, 6.7665, 12.9339
Si, 8.2223, 7.8678, 17.8911
Si, 5.0098, 0.4932, 20.412
Si, 7.3944, 5.9962, 12.6803
Si, 10.6995, 0.7387, 12.0016
Si, 5.7032, 9.8223, 17.692
Si, 1.3155, 1.8837, 14.5157
Si, 2.9288, 7.7574, 21.0411
Si, 0.4529, 2.7868, 18.7934
Si, 2.629, 9.1677, 13.9409
Si, 9.4826, 2.4098, 9.8975
Si, 6.0054, 3.4839, 16.2822
Si, 10.3131, 10.5987, 20.9766
Si, 6.1857, 3.1461, 19.3367
Si, 0.4637, 4.3436, 16.1028
Si, 8.2392, 10.1425, 13.0403
Si, 9.0353, 7.677, 20.6684
Si, 6.34, 9.7205, 10.5197
Si, 2.2852, 10.4241, 19.6794
Si, 1.0723, 0.3688, 17.1494
Si, 6.1771, 0.6361, 15.0201
Si, 3.4849, 5.3729, 15.5116
O, 5.8476, 0.3159, 10.3691
O, 7.4334, 10.8206, 14.2908
O, 8.0299, 2.6528, 10.5393
O, 7.1066, 9.0056, 17.5768
O, 4.0819, 6.7192, 20.5575
O, 5.8423, 4.6879, 19.7511
O, 0.1691, 1.4291, 17.9585
O, 3.917, 6.5322, 11.4012
O, 3.7654, 1.3458, 11.6201
O, 7.957, 7.5014, 19.4665
O, 8.4689, 6.7516, 11.7015
O, 8.0855, 6.7606, 16.7166
O, 3.7007, 4.1588, 20.9364
O, 9.277, 9.024, 13.6443
O, 0.5094, 3.9595, 17.6822
O, 9.9664, 5.0824, 15.8855
O, 1.2082, 4.6566, 20.6052
O, 6.9775, 4.6672, 11.8394
O, 7.7416, 2.8108, 19.5674
O, 10.1245, 6.509, 20.3474
O, 3.7306, 6.7296, 16.3701
O, 10.6922, 7.7819, 15.5401
O, 1.682, 0.9962, 15.8137
O, 9.1941, 0.7617, 20.5744
O, 0.1463, 10.0833, 16.6921
O, 0.4156, 1.1462, 13.4093
O, 5.0333, 8.7644, 10.5883
O, 5.3884, 2.0524, 20.225
O, 9.8223, 3.7713, 9.1043
O, 9.1801, 0.2711, 12.2855
O, 0.6424, 10.5266, 11.2822
O, 6.0093, 6.7942, 12.9861
O, 3.3985, 0.3814, 20.4157
O, 4.6105, 4.2548, 15.9004
O, 1.4996, 7.0875, 21.3019
O, 4.3807, 8.8712, 17.5966
O, 1.8899, 2.5849, 19.5587
O, 7.2143, 9.5767, 11.8959
O, 8.0918, 5.7689, 14.1329
O, 3.7681, 8.2011, 13.3463
O, 2.7363, 8.8935, 19.9267
O, -0.2144, 5.5266, 10.8171
O, 1.0862, 8.8475, 13.6024
O, 2.7726, 2.2193, 13.8752
O, 0.445, 3.1181, 15.0527
O, 9.8125, 8.2563, 17.9115
O, 10.6044, 6.8022, 13.111
O, 2.8104, 10.6138, 13.3237
O, 1.6236, 7.9958, 17.4462
O, 5.8048, 2.9582, 17.7919
O, 5.733, -0.1178, 16.3959
O, 5.4621, 2.9351, 10.5516
O, 2.2729, -0.1675, 18.0968
O, 5.6324, 10.571, 19.1624
O, 9.7176, 9.1411, 20.6772
O, 1.9121, 5.0397, 15.7889
O, 2.8395, 9.1354, 15.532
O, 10.2386, 3.0076, 19.911
O, -0.2865, 8.1439, 10.8339
O, 2.3812, 8.525, 10.5703
O, 5.0448, 0.7099, 13.8777
O, 3.7492, 5.6712, 13.9353
O, 7.3187, 4.4107, 16.1857
O, 10.5694, 2.0393, 11.0372
O, 6.3942, 2.1984, 15.3779
O, 0.7942, 10.7143, 20.2105

Results
free energy: -51800.329 eV
free energy less fixed offsets of O -447.96, Si -113.29 eV per atom: -0.039 eV
gap between the highest filled and lowest empty level on this k mesh: 1.414 eV

The program warned: the cutoff lies below the one the program advises for these potential files; the model core charge is not resolved on the grid; the forces do not sum to zero within the program's tolerance; the exchange-correlation potential is rough where the density is thin.
